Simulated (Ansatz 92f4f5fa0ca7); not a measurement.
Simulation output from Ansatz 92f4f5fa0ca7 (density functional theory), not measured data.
Periodic cell of 215 atoms, Si131O82P2, from a study of silicon, its oxide and their interface. The atomic structure is a simulated model.
Doubt: the cutoff is far below the 930 eV that the study's wrapper takes by default for these files, so forces and energies are approximate.

Settings: functional PBE; potential files Ansatz PAW; basis plane waves; wave-function cutoff 580 eV; density cutoff ratio 5; exchange-correlation grid ratio 1; k mesh 1 x 1 x 1, Gamma-centred; self-consistency stop 5e-08 eV per atom in the density residual; occupations fixed; spin none; net charge 0.

Cell vectors (angstrom)
a  10.938  0  0
b  0  10.938  0
c  0  0  31.5432

Atoms and the computed forces on them: element, x, y, z (angstrom), force x, y, z (eV/angstrom)
Si  10.4272  0.5887  24.3866  0.0053  -0.0877  0.2339
Si  6.0296  10.5016  24.1512  0.0202  0.052  0.2017
Si  2.0415  3.3452  24.1622  -0.1129  -0.746  0.0349
Si  8.6943  2.2645  24.3116  -0.0723  -0.0681  0.2045
Si  0.4395  5.1124  24.199  -0.1258  -0.0172  0.1118
Si  4.9606  5.9983  24.2686  0.5678  -0.0679  0.0839
Si  3.318  7.7003  24.1984  0.0626  0.1464  0.1834
Si  7.82  8.8337  24.0207  0.0708  -0.0211  0.2021
Si  1.3488  1.4966  25.4891  -0.1624  0.2347  -0.1283
Si  6.8738  1.3405  25.4607  0.0766  -0.1346  -0.0672
P  3.9607  4.1896  25.32  -0.0216  -0.0883  0.4012
Si  9.6205  4.1274  25.414  0.1201  -0.2159  -0.0814
Si  1.453  6.8317  25.4163  0.0118  0.2049  -0.0359
Si  6.8739  6.9518  25.2846  -0.2119  0.1873  -0.1345
Si  4.1974  9.5646  25.3463  0.1442  -0.1302  -0.1203
Si  9.5191  9.6466  25.4578  -0.1915  0.174  -0.0716
Si  2.7761  0.0191  26.6655  -0.0553  0.0203  -0.1425
Si  8.1798  0.0021  26.9285  0.0037  -0.0189  0.3194
Si  -0.0233  2.79  26.8851  0.1385  0.072  0.2297
Si  5.4215  2.7775  26.673  -0.0913  0.0482  -0.2153
P  2.704  5.5058  26.8545  0.2579  -0.2918  -0.1593
Si  8.1983  5.5302  26.6526  0.048  0.1012  -0.1389
Si  0.013  8.2288  26.7156  0.0244  0.0121  -0.158
Si  5.518  8.228  26.781  -0.004  -0.0839  0.1907
Si  4.0982  1.3829  28.0609  0.0483  0.0442  0.1448
Si  9.5729  1.3925  28.2509  -0.1185  -0.0542  -0.4479
Si  1.3793  4.1228  28.2121  -0.3244  -0.1528  -0.2388
Si  6.8167  4.1601  28.0175  -0.0269  -0.0824  0.1934
Si  4.1326  6.8534  28.1455  0.2594  0.2985  -0.2192
Si  9.5736  6.8483  28.0629  0.0622  0.0107  0.1429
Si  1.392  9.6089  28.0522  -0.0638  -0.0537  0.1618
Si  6.8136  9.5421  28.2531  0.0766  0.2265  -0.405
Si  0.025  -0.0102  29.5059  0.0081  -0.0007  -0.0896
Si  5.4431  0.0301  29.5008  0.0605  -0.0383  -0.0191
Si  2.7684  2.7283  29.4954  -0.0913  -0.0348  -0.0506
Si  8.1568  2.7772  29.4892  0.008  -0.0075  -0.0841
Si  -0.0134  5.5104  29.4937  0.0168  -0.019  0.0022
Si  5.4722  5.4516  29.4873  0.0104  0.0797  -0.117
Si  2.7137  8.2176  29.4702  0.0503  -0.0561  -0.0608
Si  8.2295  8.1786  29.5113  -0.022  -0.0234  -0.0509
Si  1.3673  1.3673  30.8594  0.134  0.0536  0.081
Si  6.8362  1.3673  30.8594  -0.1999  0.1621  -0.0306
Si  4.1018  4.1018  30.8594  0.1711  -0.1207  0.1436
Si  9.5708  4.1018  30.8594  -0.0814  0.155  -0.1632
Si  1.3673  6.8362  30.8594  -0.0837  0.2237  -0.0165
Si  6.8362  6.8362  30.8594  -0.0045  -0.119  0.056
Si  4.1018  9.5708  30.8594  -0.1478  0.0541  -0.1342
Si  9.5708  9.5708  30.8594  0.1499  -0.0746  0.1108
Si  2.7345  0  0.6835  0.0622  -0.1695  0.0466
Si  8.2035  0  0.6835  -0.1941  0.0336  -0.1664
Si  0  2.7345  0.6835  -0.1768  0.0918  -0.1284
Si  5.469  2.7345  0.6835  0.1175  -0.1577  0.0262
Si  2.7345  5.469  0.6835  -0.1966  0.1219  -0.1391
Si  8.2035  5.469  0.6835  0.0971  -0.1991  0.0872
Si  0  8.2035  0.6835  0.2312  -0.1354  0.0535
Si  5.469  8.2035  0.6835  -0.002  0.1533  -0.144
Si  4.1244  1.3385  2.0536  0.0368  0.0002  -0.0026
Si  9.5386  1.3803  2.0332  -0.0286  0.0709  0.0015
Si  1.3367  4.1257  2.0476  -0.0506  0.0665  0.0383
Si  6.8581  4.0648  2.0592  0.0515  -0.0479  -0.0296
Si  4.0804  6.8594  2.0314  -0.0695  0.047  -0.0078
Si  9.6017  6.8041  2.0529  0.0179  0.001  -0.0094
Si  1.3826  9.5515  2.0619  -0.0252  0.0046  -0.0367
Si  6.8369  9.5656  2.0613  0.0081  0.0111  0.0609
Si  -0.055  -0.0158  3.3235  0.1872  -0.0499  0.3048
Si  5.4759  -0.0233  3.4932  -0.0238  0.0154  -0.1119
Si  2.702  2.7153  3.3198  0.0587  -0.0475  0.3201
Si  8.1943  2.6815  3.5053  -0.0307  0.0935  -0.1088
Si  -0.0152  5.459  3.5229  0.0018  -0.0014  -0.1402
Si  5.4572  5.4729  3.3021  0.0779  -0.103  0.3682
Si  2.7442  8.1914  3.4921  -0.0409  0.0398  -0.0978
Si  8.2397  8.1763  3.3714  -0.0777  -0.024  0.1677
Si  1.3007  1.3503  4.6756  -0.0334  0.033  -0.1435
Si  6.8529  1.2898  4.9156  -0.0064  -0.0033  0.0932
Si  4.0787  4.1043  4.6549  -0.0398  0.0009  -0.1997
Si  9.5465  4.0524  4.8937  -0.008  -0.0467  0.1281
Si  1.364  6.8534  4.893  0.0306  -0.0046  0.1047
Si  6.8471  6.7885  4.6919  -0.0093  0.0107  -0.1585
Si  4.1166  9.5513  4.8873  -0.0078  -0.0194  0.0985
Si  9.5879  9.5529  4.7538  -0.0196  0.0115  -0.104
Si  2.6286  0.024  6.1081  -0.0146  -0.0274  -0.0614
Si  8.2398  -0.1491  6.2742  -0.0007  -0.0044  0.008
Si  -0.0064  2.6361  6.2085  0.0456  -0.0085  -0.0329
Si  5.3916  2.7488  6.0869  0.0263  0.0143  -0.078
Si  2.7613  5.4153  6.1518  0.0169  -0.0392  -0.0253
Si  8.1085  5.4225  6.1881  -0.0154  0.0012  -0.0565
Si  0.0074  8.2764  6.2417  0.0038  0.0262  -0.0326
Si  5.5715  8.1352  6.1593  0.0255  0.0039  -0.0206
Si  3.5026  1.902  7.1941  -0.0989  0.1144  -0.0486
Si  10.0412  0.8079  7.4761  -0.0199  0.0179  -0.0343
Si  1.7971  3.6291  7.3666  -0.0211  0.0042  -0.0664
Si  6.23  4.5063  7.3939  -0.0238  0.0136  -0.0157
Si  4.6547  6.2899  7.2656  -0.0137  -0.0175  -0.057
Si  9.1717  7.1747  7.3333  -0.0089  0.0127  -0.0278
Si  0.9097  10.1322  7.5276  0.0047  0.0158  -0.004
Si  7.4169  8.8705  7.4954  0.0153  0.0061  -0.0725
O  4.5965  6.5819  8.8938  -0.0265  0.0356  0.0492
O  1.4151  3.9545  8.9569  -0.0083  0.0191  0.0562
O  9.7512  6.5346  8.7534  -0.005  0.0029  0.0213
O  1.3258  10.0825  9.1588  0.0169  -0.0056  0.0082
O  6.1071  4.2038  9.0365  0.0095  -0.0387  0.0426
O  3.7372  1.5519  8.7769  0.0242  -0.0004  0.0122
O  7.1413  8.94  9.1437  -0.0057  0.0207  0.0748
O  9.6758  1.0541  9.0798  -0.0224  0.008  0.037
O  8.2897  2.4759  22.7266  0.0165  0.0355  -0.0526
O  10.9871  5.6371  22.6749  0.0459  -0.0024  0.1382
O  5.6501  0.0549  22.6224  -0.0319  -0.005  -0.0658
O  5.2352  5.4582  22.7232  -0.0633  -0.1202  0.0283
O  2.134  2.8749  22.5633  0.1643  0.1144  0.0519
O  3.2656  7.8511  22.5393  -0.0288  -0.0468  0.15
O  8.3882  8.7214  22.4488  -0.0069  -0.005  -0.077
O  -0.1645  11.229  22.8066  0.0151  -0.0147  -0.0721
Si  2.1705  2.9806  12.9118  -0.0165  0.0005  -0.0284
Si  8.7047  1.2724  10.3655  0.019  0.0153  -0.0424
Si  1.0761  4.4894  15.3796  -0.0045  0.0003  -0.0045
Si  7.5735  5.5455  12.219  -0.0107  0.0072  -0.0321
Si  2.3894  8.1903  21.2157  -0.0327  0.0622  0.0014
Si  5.4373  7.7465  12.484  0.0037  -0.0111  -0.0248
Si  9.2775  0.4479  15.5074  -0.0032  -0.0006  -0.0082
Si  2.9022  -0.0654  16.6543  0.0028  0.0051  0.0094
Si  10.4903  1.1515  12.6143  0.0044  0.0029  -0.0121
Si  7.7415  2.8417  21.2543  0.0177  -0.0244  0.1189
Si  9.1514  8.7801  14.4701  -0.0044  0.0047  -0.0144
Si  1.4914  4.7703  10.3677  0.0071  -0.0232  -0.0518
Si  4.4685  9.4875  19.1469  0.0283  0.0234  0.0145
Si  11.0598  6.1199  21.1209  -0.0568  0.017  -0.0427
Si  6.6261  10.4366  14.8575  0.0261  -0.0046  0.0029
Si  5.3641  0.7506  21.1896  0.0455  -0.0307  0.1002
Si  2.3673  9.7853  10.3925  -0.0237  -0.0217  -0.007
Si  0.4157  10.6596  21.4232  -0.0946  0.017  0.1019
Si  5.8276  5.2811  21.2207  0.0594  -0.0274  -0.0135
Si  3.6651  7.0688  10.1122  0.0058  -0.0427  -0.0258
Si  9.0554  5.676  14.864  0.0031  0.0114  -0.0139
Si  3.6708  4.0955  19.1513  -0.005  0.0018  -0.0109
Si  10.0241  3.6749  19.3254  -0.025  -0.0274  0.0122
Si  4.2689  8.6474  15.3658  -0.0008  0.0113  0.002
Si  0.4571  1.909  17.1792  -0.0151  0.0026  0.0042
Si  6.7831  7.5341  19.2971  0.017  0.0332  0.0115
Si  5.2704  3.6071  16.7926  0.005  0.0063  -0.0009
Si  7.7899  5.0253  17.5472  0.0041  0.0028  0.0111
Si  6.6964  9.8847  10.3975  -0.0134  -0.0104  -0.0148
Si  4.4006  1.0267  10.1349  -0.0284  0.0033  -0.0186
Si  -0.0081  9.0792  11.9107  -0.0047  -0.0005  -0.0084
Si  9.0921  8.6476  20.9642  -0.0431  0.0607  0.0865
Si  4.5608  1.6597  14.6063  -0.0173  0.0062  -0.0142
Si  2.4321  2.1299  21.13  0.0181  -0.0591  -0.0262
Si  6.3526  3.3096  10.3781  0.0533  0.0365  -0.036
Si  3.4446  5.9057  16.7654  -0.003  0.0109  -0.0077
Si  9.8939  6.529  10.3661  0.0067  -0.014  -0.0138
O  0.1167  2.6235  18.6093  0.0082  0.0069  -0.0068
O  2.9317  9.6117  15.5709  -0.0084  0.0055  0.006
O  10.8459  4.7941  20.1933  0.012  0.0231  0.0113
O  7.578  2.3462  9.9309  -0.0039  0.023  0.0301
O  10.9444  5.3375  10.8071  -0.0079  0.0064  0.0163
O  6.6035  6.6808  12.8873  -0.0076  0.0152  0.0091
O  10.3309  8.0538  10.7935  0.0063  0.0154  0.0031
O  7.681  9.4456  14.0131  -0.0149  0.0053  0.0033
O  8.4348  6.1982  11.0028  -0.0113  -0.0031  0.0131
O  5.309  10.5386  20.0538  -0.0196  0.0066  -0.0246
O  2.1862  3.7481  11.456  0.0112  -0.0194  0.0244
O  7.953  8.5674  19.7933  -0.0238  -0.0091  -0.0243
O  6.2056  6.7411  20.6092  -0.0324  -0.0275  0.0375
O  5.5131  2.689  15.4659  -0.0037  0.0057  0.0133
O  1.2872  0.9774  20.776  0.0488  0.0759  -0.0082
O  6.0985  9.0011  11.6429  -0.0048  0.0228  -0.0028
O  4.6256  4.9657  16.1526  -0.0005  0.0029  0.0037
O  6.6204  3.896  17.668  -0.01  0.0029  0.0006
O  10.5805  10.6649  11.8207  -0.0145  -0.0009  0.0023
O  5.5881  0.4932  14.0103  -0.0005  -0.0011  0.0035
O  8.0029  5.1198  15.9496  -0.0079  0.0036  0.0046
O  9.7481  9.8105  15.599  0.0051  0.0029  0.0069
O  -0.3937  5.1278  15.1776  -0.0068  0.002  0.0056
O  1.5518  6.8502  20.7801  0.0132  -0.0176  0.0107
O  1.4925  0.6156  17.1881  -0.0031  0.0066  0.0029
O  6.5578  1.8026  20.8207  -0.0288  0.0134  -0.0173
O  1.0262  1.8048  12.8527  0.0038  -0.0069  0.0077
O  3.2658  5.5008  18.3646  -0.0017  -0.0092  0.0147
O  9.5432  1.9913  11.5838  -0.0083  0.0071  0.0027
O  1.0391  3.0856  16.2109  -0.0016  0.0024  0.0032
O  8.6127  5.1153  13.4002  -0.0005  -0.0007  0.0201
O  10.2976  8.5838  13.3217  -0.0063  0.0049  0.0148
O  1.4317  9.419  21.68  0.0161  -0.0245  -0.0299
O  10.0575  9.9653  20.649  0.0016  -0.0124  -0.0212
O  3.1931  0.189  10.8971  -0.0029  0.0369  0.0188
O  5.0826  2.3534  10.8384  -0.0421  -0.0257  0.0105
O  1.7501  4.1579  13.9448  -0.0119  0.0132  0.0222
O  7.9695  10.815  10.8556  -0.0213  -0.0008  0.0157
O  9.168  4.5053  18.2193  -0.0029  0.0118  -0.004
O  5.6451  9.4829  15.7778  -0.0038  0.0025  0.0018
O  5.5603  -0.0548  9.8108  0.0143  0.0013  -0.0447
O  3.6104  2.319  13.4206  0.0076  -0.0014  0.0183
O  1.9871  5.6327  16.093  0.0023  0.0046  -0.0014
O  9.7263  1.0304  14.0454  -0.0011  0.0055  0.0195
O  4.4138  6.9131  11.5374  0.0028  0.0093  0.0178
O  4.7471  4.506  20.2948  -0.0048  0.0181  -0.0148
O  9.9549  1.3453  16.6589  -0.0005  -0.0001  0.0026
O  6.7184  4.2727  11.651  -0.0068  -0.0081  0.0053
O  5.5756  8.403  18.6191  -0.0079  -0.0066  -0.0013
O  9.0123  2.7738  20.2366  0.0042  0.0228  -0.0284
O  3.591  1.118  15.7914  -0.002  0.005  0.0036
O  4.2399  3.0774  17.9752  -0.0058  0.0093  0.0123
O  9.9045  7.2353  20.8672  0.0429  -0.042  0.0078
O  3.3833  8.6479  9.823  0.0001  0.0139  0.0062
O  3.9493  7.4108  16.3898  -0.0065  -0.0031  -0.0026
O  7.6433  0.4716  15.7082  -0.0058  0.0062  0.0062
O  8.9545  7.2915  15.048  -0.0046  -0.0048  0.0105
O  3.9079  1.4642  21.2596  -0.0435  0.0254  -0.0192
O  1.6183  9.1027  11.6959  0.006  0.0048  -0.0054
O  2.3389  6.144  10.1602  0.0089  0.0202  0.0256
O  7.3386  6.4535  18.202  -0.0027  -0.0077  -0.0079
O  7.1846  4.3769  21.2642  -0.0323  0.0422  -0.03
O  4.5684  8.2052  13.8061  -0.0042  0.0059  0.0081
O  3.3319  8.6675  19.9861  -0.0081  -0.0175  0.0051
O  2.4966  3.2642  19.9378  -0.0211  -0.0055  0.0036
O  3.7232  10.3306  17.9624  -0.0129  0.0062  0.001

Results
free energy: -131425.083 eV
free energy less fixed offsets of O -568.88, P -755.39, Si -635.61 eV per atom: -1.233 eV

The program warned: the cutoff lies below the one the program advises for these potential files; the exchange-correlation potential is rough where the density is thin.
